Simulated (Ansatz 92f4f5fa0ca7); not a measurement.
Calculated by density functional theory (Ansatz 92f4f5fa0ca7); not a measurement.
Periodic cell of 223 atoms, Si133O90, from a study of silicon, its oxide and their interface. The atomic structure is a simulated model.
Doubt: the cutoff is far below the 930 eV that the study's wrapper takes by default for these files, so forces and energies are approximate.
This geometry differs little from another in the collection (a relaxation step or a small displacement).

Settings
functional: PBE
potential files: Ansatz PAW
basis: plane waves
wave-function cutoff: 580 eV
density cutoff ratio: 5
exchange-correlation grid ratio: 1
k mesh: 1 x 1 x 1, Gamma-centred
self-consistency stop: 5e-08 eV per atom in the density residual
occupations: fixed
spin: none
net charge: 0

Cell vectors (angstrom)
a  10.938  0  0
b  0  10.938  0
c  0  0  32.3739

Atoms and the computed forces on them: element, x, y, z (angstrom), force x, y, z (eV/angstrom)
Si  0.1719  -0.1757  24.9663  0.001  0.0187  -0.0437
Si  5.3621  0.1328  24.8418  -0.0447  0.0547  -0.068
Si  3.0935  2.359  24.8628  -0.0131  0.0155  -0.088
Si  8.0292  3.0244  24.8994  -0.0399  0.0417  -0.0642
Si  -0.2451  5.8009  24.7547  0.0093  -0.0134  -0.0928
Si  5.7901  5.2205  25.0995  0.0058  0.0215  -0.038
Si  2.423  8.5528  24.8928  0.0317  -0.0061  -0.0625
Si  8.4945  8.0738  24.9456  0.0009  -0.0031  -0.0241
Si  1.4208  1.3711  26.2211  0.0031  -0.0039  -0.0323
Si  6.8987  1.3575  26.1698  -0.0014  0.0047  -0.0124
Si  4.125  4.0301  26.2214  -0.0009  -0.0163  -0.0229
Si  9.6328  4.1691  26.1677  0.0153  0.0091  -0.0103
Si  1.3679  6.8557  26.1529  0.0117  -0.0078  -0.0242
Si  6.9289  6.8671  26.2892  0.0068  -0.007  -0.0301
Si  4.122  9.5713  26.1907  -0.0026  -0.0235  -0.0079
Si  9.6232  9.573  26.3262  0.0012  0.0026  -0.0387
Si  2.7565  -0.0137  27.6011  0.0059  -0.0005  0.022
Si  8.2097  0.0036  27.5943  -0.0162  -0.0022  0.027
Si  0.0221  2.7513  27.5508  -0.017  -0.0115  0.0123
Si  5.4993  2.6876  27.5954  0.0064  -0.0172  0.0115
Si  2.7361  5.4538  27.537  -0.0039  0.0074  0.0072
Si  8.2601  5.4635  27.6196  0.003  0.0126  0.0197
Si  0.0362  8.1671  27.6237  -0.0145  -0.0013  0.035
Si  5.4708  8.1976  27.5789  -0.0103  0.0031  0.0172
Si  4.1018  1.3673  28.9557  0.1001  -0.1198  0.1874
Si  9.5708  1.3673  28.9557  0.1128  0.1854  -0.1821
Si  1.3673  4.1018  28.9557  0.0105  0.113  -0.181
Si  6.8362  4.1018  28.9557  0.1157  -0.0892  -0.0316
Si  4.1018  6.8362  28.9557  -0.0857  -0.1228  -0.2437
Si  9.5708  6.8362  28.9557  0.2429  -0.043  0.4505
Si  1.3673  9.5708  28.9557  0.1935  -0.0999  0.1762
Si  6.8362  9.5708  28.9557  -0.1186  0.0746  -0.0477
Si  0  0  30.3229  0.037  0.0177  -0.0372
Si  5.469  0  30.3229  -0.0478  -0.0024  0.024
Si  2.7345  2.7345  30.3229  0.0387  0.0323  -0.0508
Si  8.2035  2.7345  30.3229  0.0092  0.0657  0.0051
Si  0  5.469  30.3229  -0.0056  0.0759  0.0289
Si  5.469  5.469  30.3229  -0.0113  -0.0131  -0.0428
Si  2.7345  8.2035  30.3229  -0.0415  0.067  0.0198
Si  8.2035  8.2035  30.3229  0.0213  -0.0138  -0.0321
Si  1.3673  1.3673  31.6902  -0.0015  -0.0133  -0.0176
Si  6.8362  1.3673  31.6902  0.0277  -0.0223  -0.0263
Si  4.1018  4.1018  31.6902  -0.0128  -0.0253  -0.0125
Si  9.5708  4.1018  31.6902  0.0122  -0.0298  -0.0256
Si  1.3673  6.8362  31.6902  -0.0103  -0.0693  -0.0235
Si  6.8362  6.8362  31.6902  0.0039  0.0149  -0.0085
Si  4.1018  9.5708  31.6902  0.0525  -0.0366  -0.0193
Si  9.5708  9.5708  31.6902  -0.0109  0.0118  -0.0099
Si  2.7345  0  0.6835  -0.0156  -0.0358  0.0074
Si  8.2035  0  0.6835  -0.0509  0.036  0.0323
Si  0  2.7345  0.6835  -0.0324  0.0375  0.0151
Si  5.469  2.7345  0.6835  -0.0261  0.0431  0.016
Si  2.7345  5.469  0.6835  -0.0088  0.0535  0.03
Si  8.2035  5.469  0.6835  0.0347  -0.0048  0.0127
Si  0  8.2035  0.6835  0.0538  -0.0182  0.0151
Si  5.469  8.2035  0.6835  -0.0557  0.0628  0.0184
Si  4.1018  1.3673  2.0507  -0.0159  -0.0172  0.0228
Si  9.5708  1.3673  2.0507  0.0602  -0.0456  0.0269
Si  1.3673  4.1018  2.0507  -0.0414  -0.0952  0.0139
Si  6.8362  4.1018  2.0507  -0.0203  -0.0628  0.0117
Si  4.1018  6.8362  2.0507  0.0299  -0.0577  0.019
Si  9.5708  6.8362  2.0507  -0.0855  -0.0618  -0.0206
Si  1.3673  9.5708  2.0507  -0.0442  0.0601  -0.0349
Si  6.8362  9.5708  2.0507  0.0387  -0.102  -0.0257
Si  0  0  3.418  0.1391  -0.2477  -0.5464
Si  5.469  0  3.418  -0.1539  0.0063  0.1579
Si  2.7345  2.7345  3.418  -0.1594  -0.076  0.0812
Si  8.2035  2.7345  3.418  -0.3234  0.0918  -0.0494
Si  0  5.469  3.418  -0.0432  -0.0394  -0.108
Si  5.469  5.469  3.418  -0.1358  0.1775  0.1271
Si  2.7345  8.2035  3.418  0.0762  0.119  0.2577
Si  8.2035  8.2035  3.418  -0.4647  -0.1662  -0.6438
Si  1.3554  1.3076  4.7726  0.0158  0.0233  -0.0398
Si  6.8034  1.3807  4.7983  0.0033  0.0303  0.0152
Si  4.0516  4.1352  4.7944  0.0007  0.006  0.0123
Si  9.5127  4.1385  4.7643  -0.024  0.0251  0.006
Si  1.3331  6.8469  4.7783  0.0414  0.1264  -0.0096
Si  6.786  6.91  4.7923  0.0093  -0.0211  0.0046
Si  4.0985  9.5885  4.8467  -0.0301  0.0114  -0.0326
Si  9.5515  9.5421  4.6798  0.1274  0.1377  0.0267
Si  2.6642  -0.0738  6.2451  -0.0057  0.0794  0.0477
Si  8.1812  -0.0949  6.0214  -0.0116  -0.0056  0.0283
Si  -0.1756  2.6135  6.0124  0.0283  -0.0682  0.0874
Si  5.4014  2.7367  6.1805  -0.0249  0.0241  0.0431
Si  2.6226  5.4897  6.1907  0.0176  -0.0221  0.0283
Si  8.1362  5.5186  6.1277  -0.169  -0.1596  -0.1569
Si  -0.1415  8.1502  6.0683  0.0641  -0.0514  0.4416
Si  5.4491  8.259  6.2809  0.0063  -0.0044  0.0382
Si  3.7083  1.6921  7.473  0.1051  -0.094  0.2267
Si  9.6649  1.0157  7.4303  -0.0205  0.0846  -0.0111
Si  1.3328  3.7947  7.2633  -0.0678  0.0496  0.0888
Si  6.516  4.4282  7.393  -0.001  -0.0232  0.0748
Si  4.2343  6.6498  7.5177  0.0101  -0.034  0.1291
Si  9.254  6.988  7.5505  0.1243  0.5382  0.788
Si  0.9199  9.7239  7.4651  0.0087  -0.682  -1.2125
Si  7.1632  9.3943  7.5415  0.0954  -0.1046  0.1264
O  9.532  6.9173  24.3926  0.0113  -0.0024  0.091
O  4.2397  1.2606  24.4075  -0.0072  0.0053  0.1119
O  8.2302  8.2268  8.094  0.0462  -0.2695  -0.3835
O  2.5647  2.8383  7.7824  0.0335  -0.0769  0.0053
O  6.8551  4.1146  24.4596  0.0067  0.0033  0.1163
O  1.2879  9.6681  24.4282  0.01  -0.0201  0.102
O  3.711  7.2622  8.9812  0.1252  0.0023  -0.1217
O  0.039  0.1005  7.8372  -0.5415  0.7353  0.0294
O  5.3686  5.5095  7.9  0.0134  -0.0187  -0.1268
O  6.8219  10.4068  8.8333  -0.0614  -0.0443  -0.0571
O  9.7602  6.232  8.9786  -0.0726  -0.0212  -0.3107
O  2.4508  10.3023  9.3753  1.3632  0.9635  0.2082
O  4.1518  1.322  9.0592  -0.2762  -0.0792  -0.3301
O  0.2982  4.0399  8.5378  0.0775  -0.1116  -0.1352
O  8.8752  1.2365  8.8809  0.0927  0.0169  -0.0604
O  0.3188  10.3275  11.0757  0.9243  0.0753  -0.3301
O  8.0613  8.9139  23.5946  0.0187  -0.007  0.0369
O  8.721  2.5146  23.492  -0.0107  -0.0046  0.0476
O  5.0563  6.1031  23.9234  -0.0065  -0.0092  0.0351
O  2.4977  2.8044  23.4105  0.0244  -0.017  0.0661
O  10.3423  0.4067  23.6273  0.0089  -0.0178  0.0389
O  0.2753  5.3293  23.2553  -0.0402  0.011  0.1163
O  2.978  8.0186  23.4498  -0.0055  0.0249  0.0839
O  5.9362  10.46  23.4087  0.0035  0.0117  0.0634
Si  9.8282  1.6334  22.6829  0.0132  -0.001  -0.0013
Si  2.8538  7.6761  21.8713  -0.0151  -0.0341  -0.0777
Si  4.7962  10.0659  15.5229  0.0175  0.0075  -0.038
Si  9.7424  -0.0739  17.7093  -0.0071  -0.0081  0.0014
Si  4.3973  0.4426  12.8988  0.0012  -0.0141  0.1686
Si  4.6665  5.1581  11.6599  0.0017  0.1081  0.0237
Si  7.6205  0.6049  9.7296  0.032  -0.038  0.029
Si  1.7412  2.8406  21.9818  0.0322  0.0133  -0.0687
Si  6.0632  2.6077  19.2725  -0.0259  0.0119  -0.0145
Si  6.0373  7.6088  18.4398  0.0084  -0.0205  0.0198
Si  6.751  3.4777  10.2426  0.0743  0.0854  0.0228
Si  3.2404  12.5756  19.5222  0.04  0.0144  0.0027
Si  2.6481  6.827  10.1473  -0.4703  0.1191  0.105
Si  5.4255  15.0444  14.3612  0.0365  0.0125  -0.0229
Si  10.8553  -2.8842  17.6233  -0.009  -0.0039  0.0023
Si  13.3475  -1.7763  16.9685  0.0048  0.0084  0.0316
Si  7.9918  11.3471  20.3973  -0.0301  0.0529  -0.0613
Si  3.1539  11.5648  10.1298  0.4407  0.6332  0.4484
Si  6.6587  7.273  12.785  0.0332  -0.0037  -0.0114
Si  9.717  5.9991  19.5359  -0.0203  0.0063  -0.0144
Si  -4.079  -1.5649  22.5976  0.0033  -0.0145  -0.0237
Si  5.9947  6.5347  15.6933  0.0084  -0.0239  -0.0385
Si  12.3634  12.1302  16.8994  0.0321  -0.007  -0.0303
Si  7.2784  10.3835  12.4793  -0.0501  -0.0509  0.0602
Si  10.9902  5.2904  9.5399  0.009  0.2308  0.0035
Si  5.3621  6.5389  22.3966  -0.0007  -0.0568  -0.0474
Si  6.9038  5.4265  20.2966  0.0021  -0.0052  -0.0317
Si  1.8988  1.9923  13.8798  -0.0282  -0.0392  -0.0278
Si  5.8155  1.7667  16.2382  0.0305  0.0039  0.0344
Si  1.3941  9.4071  10.1845  -1.7271  -1.7291  0.4384
Si  0.6616  0.9192  11.6303  -0.1575  -0.1634  0.0457
Si  -2.8281  4.6948  12.8171  0.0159  0.028  0.0366
Si  0.8103  5.5084  21.7142  0.0479  -0.0092  -0.0625
Si  3.8529  -1.421  19.6114  -0.0184  0.0271  -0.0515
Si  19.431  6.6726  17.1795  -0.0034  -0.0207  -0.0122
Si  7.7175  10.6797  15.3296  0.0014  0.0194  -0.0355
Si  -0.1425  3.587  12.2575  -0.0158  0.0169  0.0264
O  10.6803  7.2323  19.0384  0.0092  0.0081  -0.0179
O  1.927  1.545  10.746  0.0439  -0.3028  -0.1848
O  18.4805  6.0821  16.0183  -0.0164  0.029  0.0212
O  1.6922  12.9954  15.5113  -0.0083  -0.0164  0.0503
O  8.9199  10.4191  16.3703  0.0279  -0.002  0.0301
O  0.1636  2.5254  22.2265  -0.0319  -0.0075  0.0166
O  2.0671  8.1324  11.0005  0.1288  0.5385  -0.3744
O  -5.6696  4.0821  10.5871  0.0191  -0.0238  0.0016
O  6.704  1.3631  20.1042  0.0301  -0.0298  0.0201
O  12.2616  -2.9832  16.7869  -0.0009  0.022  0.0236
O  5.3733  7.2674  16.9953  0.0122  0.006  -0.0095
O  -0.4894  13.0348  11.5958  0.1087  -0.0219  -0.0394
O  6.0072  7.3548  14.2842  0.0039  -0.0142  0.0413
O  1.0729  11.6625  13.2146  0.0588  0.0636  -0.0422
O  7.21  12.2083  15.5583  0.0042  -0.0042  0.0469
O  5.6271  6.4781  11.7959  -0.0269  -0.0302  -0.0136
O  4.1979  10.2085  14.011  0.0145  0.0589  -0.062
O  9.1206  1.0952  21.3329  0.0377  0.0196  0.052
O  -0.2764  9.5903  18.109  0.0008  -0.0053  -0.0093
O  5.8697  6.3051  19.3911  -0.0049  0.0134  0.0058
O  6.1924  2.4353  17.6564  0.0065  0.0012  -0.009
O  -0.2981  5.1555  20.5613  0.0108  0.0068  0.027
O  7.646  7.7697  18.1106  -0.0084  0.0064  0.0005
O  7.2751  3.9672  8.7797  -0.0524  -0.0275  0.0136
O  16.9817  0.5348  12.773  0.0637  -0.1428  -0.0594
O  1.9417  4.3689  21.4528  -0.0106  -0.0122  0.0338
O  9.1007  5.4334  18.1002  0.0276  0.0159  0.0213
O  1.3887  6.184  9.367  0.2326  -0.1031  0.1614
O  -2.6806  -0.4763  13.8002  -0.0957  0.0039  -0.0898
O  9.7421  7.5046  16.5571  0.0161  0.0023  0.0201
O  6.6685  1.852  10.1837  0.0205  0.0514  0.01
O  8.0327  6.3485  12.7885  -0.0175  -0.0159  0.0154
O  -4.0126  3.9199  19.6997  0.0146  -0.0003  0.0113
O  10.772  1.177  17.3716  0.0054  -0.002  0.0057
O  3.9882  11.1293  19.6223  -0.0054  -0.0378  0.0073
O  5.3041  8.8888  19.1389  -0.015  0.0056  0.0156
O  8.0831  -0.1083  11.1345  -0.0229  0.0326  -0.0199
O  15.3946  2.7389  19.5763  -0.0013  -0.0091  0
O  6.8389  -2.133  12.2634  0.0347  0.1615  0.0436
O  5.0742  5.231  15.4767  0.0315  0.0236  0.0233
O  0.7361  8.777  8.8083  -0.1752  -0.1612  0.6423
O  3.9369  -0.0143  11.4084  -0.0513  0.007  -0.1279
O  6.3372  5.3816  21.8124  -0.0104  0.0367  0.02
O  1.2217  3.3508  13.183  0.0167  0.0074  -0.0091
O  7.4394  -0.917  21.204  -0.0218  -0.0368  0.0637
O  3.967  6.53  21.563  0.017  0.0087  0.0297
O  16.0545  2.7476  15.1643  0.0249  0.0139  -0.0092
O  6.9889  4.15  13.8771  -0.0185  -0.0057  0.0132
O  13.646  9.0941  18.5567  0.0331  0.0068  0.0176
O  3.4682  12.6634  13.3867  -0.0164  -0.0583  -0.0388
O  6.0032  8.0348  22.2433  0.0062  0.0309  0.0119
O  4.7423  -10.4106  16.3952  0.0266  -0.0022  -0.0079
O  3.2648  9.0163  21.0426  -0.0085  -0.0051  0.0191
O  7.8065  4.0454  11.3485  -0.0894  -0.0627  -0.1204
O  17.3441  -1.247  15.5676  -0.0199  -0.0018  0.0072
O  2.3401  1.7614  18.1462  -0.0239  -0.0012  -0.0123
O  3.2225  5.7062  11.1743  -0.0155  0.0959  -0.094
O  4.4652  4.3717  13.0748  0.0135  -0.0153  0.0035
O  -0.0517  4.7251  11.0719  0.008  -0.0332  0.0092
O  12.7619  -0.335  16.5016  -0.002  0.0128  0.0128
O  8.343  6.1992  20.4074  0.0225  0.007  0.0089
O  1.3999  7.0255  21.5055  -0.0121  0.0048  0.0258
O  8.6995  11.1089  18.9388  0.0176  -0.0008  0.0108
O  25.6618  -1.9764  16.139  0.0033  0.0099  -0.0069
O  2.3105  1.822  20.8469  -0.0269  0.01  0.044
O  -1.3473  4.1381  13.2315  -0.0159  0.0015  -0.0044

Results
free energy: -135733.718 eV
free energy less fixed offsets of O -568.88, Si -635.61 eV per atom: 1.612 eV

The program warned: the cutoff lies below the one the program advises for these potential files; the exchange-correlation potential is rough where the density is thin.
